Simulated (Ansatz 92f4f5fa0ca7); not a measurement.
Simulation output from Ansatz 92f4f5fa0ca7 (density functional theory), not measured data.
Periodic cell of 220 atoms, Si132O88, from a study of silicon, its oxide and their interface. The atomic structure is a simulated model.
This geometry differs little from another in the collection (a relaxation step or a small displacement).

Settings: functional r2SCAN; potential files Ansatz PAW; basis plane waves; wave-function cutoff 800 eV; density cutoff ratio 5; exchange-correlation grid ratio 1; k mesh 1 x 1 x 1, shifted by 0.5 0.5 0 of a step; self-consistency stop 1e-10 eV per atom in the density residual; occupations fixed; spin none; net charge 0.

Cell vectors (angstrom)
a	10.887	0	0
b	0	10.887	0
c	0	0	31.8042

Atoms and the computed forces on them: element, x, y, z (angstrom), force x, y, z (eV/angstrom)
Si	-0.3869	0.1472	-0.0176	0.0499	0.036	0.1772
Si	3.1835	2.3239	-0.0432	-0.0557	-0.046	0.1805
Si	-0.3103	5.559	-0.0234	-0.0326	0.0054	0.1964
Si	2.957	7.916	0.3037	-0.0148	-0.0737	0.1814
Si	5.1365	-0.1375	0.1923	0.0035	0.0724	0.1662
Si	8.2172	2.4373	0.0734	0.0153	-0.0376	0.1869
Si	5.0622	5.5563	0.0617	0.0047	0.0686	0.1922
Si	8.4757	7.8804	0.0133	-0.0116	-0.0548	0.1707
Si	1.3649	1.2992	1.1281	0.009	-0.0011	-0.0046
Si	4.0802	3.9404	1.4384	-0.003	0.0251	0.0318
Si	1.2808	6.6824	1.3469	-0.0149	0.0181	-0.008
Si	4.0266	9.4131	1.6846	-0.0001	-0.001	0.032
Si	6.7297	1.1795	1.3691	0.0108	0.0107	0.0155
Si	9.4103	4.0478	1.3283	-0.0232	0.0171	0.0035
Si	6.8042	6.7095	1.2221	0.0285	0.0009	-0.0185
Si	9.5556	9.4185	1.4085	0.0144	-0.0035	0.0061
Si	0.016	2.6775	2.5834	-0.0227	-0.0177	0.0575
Si	2.6109	0.016	2.7499	0.0291	-0.0181	0.0522
Si	0.0364	8.1046	2.7588	-0.0066	-0.0026	0.0553
Si	2.6625	5.3274	2.7228	0.0211	0.0011	0.0316
Si	5.4727	2.625	2.7659	-0.0044	-0.0064	0.031
Si	8.1523	-0.1047	2.7333	-0.0032	-0.0181	0.0535
Si	5.5342	8.0417	2.7735	-0.0539	0.0029	0.0556
Si	8.0992	5.4028	2.7083	0.0154	-0.0077	0.0264
Si	1.3104	4.0027	4.0787	-0.011	0.0399	-0.0087
Si	4.0374	1.336	4.0965	0.0108	0.0101	-0.0283
Si	1.3382	9.5018	4.1252	-0.0071	-0.0078	0.0067
Si	4.0776	6.7107	4.0638	0.0036	-0.0001	-0.0173
Si	6.8017	4.0309	4.1036	0.0071	-0.0236	-0.008
Si	9.546	1.3211	4.0077	0.0056	-0.0011	-0.0171
Si	6.8229	9.4546	4.1362	0.0012	0.0156	-0.012
Si	9.49	6.7694	4.0652	-0.0038	0.0016	-0.0054
Si	-0.026	-0.0144	5.448	0.008	-0.0116	0.0081
Si	2.7069	2.7033	5.4647	0.0045	-0.0044	0.0077
Si	-0.0276	5.4127	5.4195	0.0111	0.0174	0.0136
Si	2.748	8.1393	5.4279	0.0033	0.0077	0.0084
Si	5.4256	-0.0303	5.4299	0.0029	0.0034	0.0179
Si	8.2045	2.6894	5.4198	-0.0206	0.0131	0.0044
Si	5.429	5.3861	5.4544	0.0132	-0.0071	-0.0035
Si	8.1845	8.1276	5.4875	0.0092	-0.0021	0.0027
Si	1.3521	1.3392	6.8083	-0.0111	0.005	0.0194
Si	4.0708	4.0695	6.8285	-0.0062	0.0165	0.0062
Si	1.3406	6.8011	6.7746	-0.006	-0.015	0.0148
Si	4.0779	9.5249	6.806	0.015	-0.0175	0.0063
Si	6.8062	1.3488	6.7779	0.0013	-0.0012	0.0124
Si	9.527	4.0709	6.8066	-0.0157	-0.0165	0.0049
Si	6.7917	6.7699	6.8052	-0.0212	0.0067	0.0123
Si	9.5219	9.5266	6.8299	-0.0126	-0.0053	0.0241
Si	0.0163	2.7282	8.1582	0.0223	0.0056	-0.0052
Si	2.7209	0.0044	8.1826	0.0134	0.0165	-0.0052
Si	0.0183	8.1895	8.1792	-0.0102	0.0199	-0.011
Si	2.7054	5.4636	8.1496	0.0305	0.0155	-0.0137
Si	5.4647	2.7234	8.1662	-0.0053	-0.0016	-0.0162
Si	8.1664	0.018	8.1725	0.0063	-0.0082	-0.012
Si	5.4528	8.1791	8.1397	-0.0062	0.0018	-0.0084
Si	8.1787	5.4479	8.1713	0.0041	0.0089	-0.0115
Si	1.37	4.096	9.5185	-0.0181	0.0197	0.0002
Si	4.0776	1.3981	9.5322	0.0172	-0.0138	-0.0019
Si	1.3583	9.5633	9.5728	0.005	0.0084	0.0004
Si	4.0338	6.8874	9.4801	0.0073	-0.0082	-0.0041
Si	6.8322	4.0931	9.5314	0.0078	0.0072	-0.0217
Si	9.5527	1.3842	9.524	-0.0118	-0.0056	0.0115
Si	6.8106	9.5313	9.5117	-0.0314	-0.0037	0.0051
Si	9.5263	6.8457	9.5351	-0.0035	-0.0144	-0.008
Si	0.0215	0.0737	10.9437	0.0144	-0.0252	0.0224
Si	2.7211	2.77	10.9228	0.0277	0.0073	0.0279
Si	0.0403	5.4969	10.8561	-0.0001	0.0056	0.0013
Si	2.7178	8.2225	10.9457	-0.0016	-0.0203	0.0162
Si	5.4429	0.0105	10.8417	0.0046	-0.0017	-0.0048
Si	8.2441	2.7578	10.8999	-0.0343	0.0157	0.0164
Si	5.4262	5.5379	10.7527	-0.022	0.0044	-0.018
Si	8.1823	8.2289	10.9204	0.0085	-0.0058	0.0187
Si	1.3696	1.4414	12.3669	-0.0092	0.0171	-0.0273
Si	4.093	4.2602	12.1442	0.0135	-0.0103	-0.0512
Si	1.3462	6.8359	12.2929	0.008	0.0132	-0.039
Si	4.0686	9.6421	12.2808	0.0118	-0.0068	-0.0247
Si	6.8515	1.3387	12.1506	-0.0121	0.0345	-0.0396
Si	9.6271	4.1677	12.2513	-0.0212	-0.0104	-0.0469
Si	6.72	6.8606	12.1679	0.0081	-0.0095	-0.0545
Si	9.5561	9.6031	12.3158	-0.0094	-0.007	-0.0271
Si	0.1111	2.9221	13.7625	0.0116	-0.0128	0.0009
Si	2.7545	0.0926	13.7597	0.0145	0.0071	0.0116
Si	0.0203	8.2087	13.6924	0.0144	-0.0157	0.0126
Si	2.7966	5.5642	13.6544	0.0015	0.0047	0.0082
Si	5.5155	2.8469	13.2879	-0.0125	-0.0393	-0.0225
Si	8.1929	0.1128	13.6682	-0.0014	-0.0035	-0.022
Si	5.4373	8.2647	13.5855	0.0036	0.0199	0.0004
Si	8.1293	5.5169	13.4439	0.017	0.0119	-0.0195
Si	1.8244	4.0239	15.136	-0.002	-0.0202	-0.2249
Si	4.0721	1.8226	14.7453	-0.0638	-0.0154	-0.1196
Si	1.5777	9.3462	15.0769	0.0636	-0.0242	-0.2206
Si	3.8853	7.1891	14.9855	-0.0276	0.0222	-0.2241
Si	7.065	3.8576	14.7079	0.0484	-0.0126	-0.1762
Si	9.3644	1.7412	14.9415	-0.0176	0.0493	-0.1838
Si	6.9895	9.4023	14.9208	0.0171	-0.0144	-0.2127
Si	9.1514	7.0904	14.8152	0.0153	0.0784	-0.1767
Si	28.3317	-10.2591	19.7721	0.0343	0.014	-0.1728
Si	-3.0693	-1.3513	27.2	0.0097	0.0322	0.1936
Si	4.2056	15.381	26.593	-0.0112	-0.0197	0.2026
Si	20.6348	16.1026	24.1373	-0.0293	0.008	-0.0132
Si	12.9336	0.2144	27.5524	-0.0264	0.0141	0.1572
Si	9.6798	3.6696	19.1065	0.0233	0.0338	-0.1337
Si	-2.1528	16.0898	21.2677	0.0594	-0.0411	-0.1276
Si	14.0932	22.6915	23.2532	0.0025	-0.0037	-0.0049
Si	-13.9742	12.6745	29.1294	0.0234	-0.0347	0.1334
Si	0.6012	7.4428	23.6794	-0.0039	0.0274	0.018
Si	6.0885	3.4799	21.2452	-0.0358	-0.0295	-0.1055
Si	13.515	-1.9749	29.2079	0.0259	0.0072	0.1875
Si	3.8842	15.1287	29.4939	0.0164	-0.0307	0.201
Si	0.2567	22.0997	17.2022	-0.0219	-0.0206	-0.2177
Si	11.2094	0.732	22.3508	-0.0207	0.0057	-0.0634
Si	3.8153	-0.3575	20.679	-0.0053	0.0616	-0.1285
Si	-9.8388	15.6941	29.0922	0.0067	0.0123	0.2052
Si	9.3832	7.6047	25.5402	-0.0317	0.0694	0.1836
Si	-7.2386	18.2769	26.9609	-0.0114	-0.0154	0.1575
Si	5.4909	22.0854	16.9641	0.0261	0.0212	-0.1832
Si	9.4833	22.582	19.6837	0.0097	-0.0257	-0.163
Si	16.6141	-16.1743	16.9639	-0.0263	-0.0085	-0.2266
Si	21.2517	18.0867	19.4738	-0.0218	-0.0651	-0.176
Si	-5.5049	2.8434	24.2984	0.0245	0.0286	0.0392
Si	-9.5973	30.6203	21.2373	-0.0152	0.0377	-0.1112
Si	-0.7576	0.1131	28.7831	-0.0293	-0.0033	0.1606
Si	-10.12	7.2988	27.6142	0.0416	-0.0152	0.1595
Si	-6.8331	14.8553	19.0529	-0.0174	-0.0137	-0.1859
Si	-3.4247	1.4923	26.2405	-0.0294	-0.0323	0.1634
Si	12.5995	35.5927	26.8166	0.0189	0.0026	0.155
Si	13.9074	-20.6815	18.2465	-0.0144	0.0312	-0.1221
Si	12.1519	15.7353	18.1912	0.0401	-0.0264	-0.1875
Si	-2.2715	-15.5304	17.5556	-0.0192	-0.0294	-0.1679
Si	-4.0538	20.5772	29.8074	-0.001	-0.0172	0.2041
Si	13.6213	-1.5935	25.1368	0.0145	0.0294	0.1589
Si	10.1926	13.0765	24.882	0.0184	-0.0169	0.1015
O	-0.2543	-0.3998	-1.5557	-0.0183	-0.0044	-0.1706
O	-1.1845	-6.8489	-11.1179	-0.0004	0.0274	0.0941
O	11.2377	-6.205	-1.2485	0.0427	-0.0284	-0.1387
O	-8.8924	10.0435	-5.456	-0.0064	-0.0463	-0.1104
O	-1.3449	6.7424	-0.5472	0.0114	0.0061	-0.0661
O	-2.9566	8.7783	-1.2317	-0.05	0.0523	-0.1227
O	16.7935	3.3539	-8.9498	0.0038	0.0098	0.0176
O	-8.226	12.5391	-4.6388	0.0094	0.0175	-0.0565
O	13.5319	4.748	-12.7879	0.0097	0.0174	0.0736
O	16.0048	4.0332	-6.4486	0.0346	-0.0197	-0.0656
O	14.8692	30.2537	-6.0087	0.0132	0.0192	-0.0896
O	-11.979	25.4096	-7.4889	-0.0101	0.0246	-0.0236
O	4.0342	6.7966	-0.17	0.002	0.0079	-0.0757
O	7.642	13.7202	-1.4347	-0.0168	0.0193	-0.1314
O	-2.0494	4.8078	18.3034	-0.0061	-0.0355	0.0796
O	8.0728	0.0559	20.0276	-0.0107	-0.027	0.0481
O	2.727	-2.6428	15.5104	0.006	0.0136	0.0785
O	1.7697	12.3122	22.6724	-0.0053	0.0202	-0.0066
O	-4.6562	20.8158	16.2815	-0.0259	0.0408	0.1521
O	4.1134	0.5093	21.9968	0.012	-0.002	0.0225
O	9.2557	-3.3667	18.3305	0.0297	0.0473	0.1
O	20.9341	19.0009	24.1269	0.0072	-0.0012	-0.0522
O	18.0956	4.6506	20.9556	-0.0126	0.0214	0.0302
O	2.8769	-1.6928	20.9416	0.0088	-0.0464	0.0418
O	2.9861	13.7666	15.4072	-0.0072	0.0112	0.0712
O	11.8671	14.3598	28.1739	-0.0031	-0.0745	-0.101
O	11.1888	3.5974	18.545	-0.0107	-0.0327	0.0652
O	33.3366	-8.4796	25.7032	-0.0451	-0.0127	-0.0747
O	3.7877	2.5135	18.3724	-0.0015	-0.01	0.0443
O	1.16	8.4267	28.7	-0.0312	-0.0043	-0.0695
O	-6.7269	11.9383	31.4692	-0.0148	-0.0209	-0.0948
O	8.1258	-2.6028	15.3146	0.0081	-0.0242	0.1172
O	1.5034	15.6552	16.5732	0.0048	0.0343	0.157
O	15.4129	-15.7045	26.768	0.013	0.0306	-0.0588
O	-10.107	9.8865	16.4097	-0.0389	0.0423	0.1509
O	-0.5109	1.1382	21.0105	0.0428	0.0135	0.0853
O	10.383	-0.0081	18.5958	-0.0529	-0.0183	0.1177
O	2.84	10.4679	28.8081	0.0009	0.0391	-0.0747
O	-8.2253	14.9993	26.2438	-0.0176	0.0183	-0.0711
O	18.9865	8.4116	26.0764	-0.006	-0.0546	-0.0873
O	30.9426	20.8166	28.0287	-0.016	-0.0579	-0.084
O	17.0715	-6.4094	15.9118	-0.0396	0.0379	0.1304
O	20.2574	12.4209	28.8865	0.0122	0.0077	-0.0619
O	5.3523	21.3162	20.1024	-0.025	-0.0485	0.0655
O	35.7888	21.3286	24.1035	0.0088	-0.0034	-0.0353
O	8.1813	13.7063	15.3443	-0.0173	0.0169	0.0835
O	-15.3799	0.888	18.1709	0.0252	0.0117	0.1384
O	-12.3541	-4.7135	16.1468	0.0095	-0.0572	0.145
O	9.0156	12.5832	25.8573	0.0545	0.0248	-0.04
O	17.6079	-1.8245	28.3156	0.006	-0.0376	-0.1453
O	1.0763	29.2944	22.1388	0.0021	-0.0254	0.0236
O	0.2306	16.8606	28.346	-0.041	0.0411	-0.0891
O	0.6419	20.9328	22.119	-0.0233	0.0014	0.0387
O	1.5926	12.0947	17.5041	0.0624	0.0151	0.0635
O	-6.9062	-8.8365	24.0916	-0.0285	-0.0122	0.0066
O	15.5514	14.7547	20.5498	0.0388	-0.0002	0.1166
O	28.7976	17.3511	17.3927	0.0267	0.0376	0.0715
O	8.8251	16.3352	22.8415	-0.0186	0.0057	0.0463
O	9.0467	13.0897	18.9674	-0.0217	-0.0101	0.0615
O	-0.3687	18.7216	26.6503	-0.0502	0.0089	-0.0708
O	3.7745	-2.8474	28.4503	0.0226	-0.0332	-0.0917
O	22.1375	16.742	23.985	0.0398	-0.0208	-0.0153
O	6.5239	23.7305	25.0211	-0.02	-0.0002	-0.0605
O	3.1506	3.0142	30.2775	-0.0017	0.0359	-0.1322
O	-1.4746	12.2378	31.6622	0.0191	0.0026	-0.0831
O	-10.3586	6.1757	18.7507	-0.0262	0.0504	0.078
O	10.0921	1.1337	16.2723	0.06	-0.0655	0.1394
O	-1.492	17.4469	20.6301	-0.0259	-0.0085	0.0861
O	-6.2859	6.564	16.3143	0.058	-0.0529	0.166
O	2.8216	0.5111	19.7328	0.0119	-0.0375	0.0968
O	7.2034	-0.0841	26.4319	-0.0036	0.0294	-0.0726
O	-6.9116	10.8946	17.4827	-0.0378	-0.018	0.0564
O	-6.3882	3.8219	28.0568	0.0227	-0.0194	-0.1664
O	5.1007	4.8694	30.3696	-0.0158	-0.0202	-0.1541
O	-12.7327	27.7974	25.3632	-0.0134	-0.0355	-0.0405
O	6.4665	12.907	20.6117	0.0058	0.0372	0.0392
O	2.5873	8.7901	30.7965	-0.0352	0.0648	-0.1528
O	-14.566	22.1459	29.6626	0.0136	0.0343	-0.058
O	0.3628	-2.4052	19.9409	0.0197	0.0348	0.0637
O	-5.6479	1.4367	15.834	0.0629	-0.0075	0.0826
O	-16.2648	-12.0256	30.7372	0.0248	-0.0528	-0.1135
O	0.5104	22.2267	27.8977	0.0379	0.0378	-0.0953
O	-5.7604	4.8199	18.2196	-0.0187	-0.0359	0.1193
O	2.1001	28.7131	26.7866	-0.0002	-0.0186	-0.0673
O	10.3403	11.9956	23.6722	-0.0101	-0.0231	-0.018
O	-8.2702	5.2583	29.264	-0.0179	0.0573	-0.084
O	12.6546	8.2166	24.4565	-0.0169	-0.0383	-0.0264
O	-3.7244	13.0975	27.6919	-0.0348	0.0367	-0.1248

Results
free energy: -134622.081 eV
free energy less fixed offsets of O -570.45, Si -639.56 eV per atom: -0.561 eV

The program warned: the cutoff lies below the one the program advises for these potential files; the forces do not sum to zero within the program's tolerance; empty levels may hold ghost states of the PAW files; the exchange-correlation potential is rough where the density is thin.
